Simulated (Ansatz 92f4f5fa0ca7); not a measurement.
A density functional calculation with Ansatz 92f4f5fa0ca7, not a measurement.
Periodic cell of 226 atoms, Si133O92B1, from a study of silicon, its oxide and their interface. The atomic structure is a simulated model.
Doubt: the cutoff is far below the 930 eV that the study's wrapper takes by default for these files, so forces and energies are approximate.
This geometry differs little from another in the collection (a relaxation step or a small displacement).

Settings
functional: PBE
potential files: Ansatz PAW
basis: plane waves
wave-function cutoff: 580 eV
density cutoff ratio: 5
exchange-correlation grid ratio: 1
k mesh: 1 x 1 x 1, Gamma-centred
self-consistency stop: 5e-08 eV per atom in the density residual
occupations: fixed
spin: none
net charge: -1 e, with a uniform compensating background and no finite-size correction

Cell vectors (angstrom)
a, 10.938, 0, 0
b, 0, 10.938, 0
c, 0, 0, 31.9494

Atoms: element, x, y, z (angstrom)
Si, 10.6281, 0.001, 24.431
Si, 5.0747, 0.1278, 24.6764
Si, 2.8155, 2.2956, 24.5446
Si, 8.5677, 2.4346, 24.575
Si, 10.7024, 5.584, 24.3493
Si, 5.1562, 5.6146, 24.4641
Si, 2.9858, 7.9521, 24.4207
Si, 8.4131, 7.8296, 24.4323
Si, 1.2897, 1.1335, 25.8556
Si, 6.8135, 1.331, 25.7502
Si, 3.9801, 4.0134, 25.7439
Si, 9.6837, 4.0218, 25.864
Si, 1.3344, 6.7947, 25.6789
Si, 6.7997, 6.7248, 25.7665
Si, 3.9989, 9.4684, 25.9662
Si, 9.4802, 9.4414, 25.8123
Si, 2.6351, -0.1296, 27.3047
Si, 8.1351, -0.0637, 27.1597
Si, 0.0745, 2.6584, 27.2285
Si, 5.4505, 2.7248, 27.1267
Si, 2.6618, 5.419, 27.1249
Si, 8.1902, 5.3731, 27.1482
Si, 0.0081, 8.1543, 27.1471
Si, 5.5081, 8.1464, 27.1981
Si, 4.0825, 1.3303, 28.5177
Si, 9.5409, 1.3226, 28.5269
Si, 1.3797, 4.0731, 28.5844
Si, 6.8052, 4.0664, 28.5411
Si, 4.0771, 6.785, 28.5103
Si, 9.5547, 6.7851, 28.5048
Si, 1.2922, 9.4873, 28.6423
Si, 6.8192, 9.5431, 28.5807
Si, -0.0489, -0.016, 29.955
Si, 5.4471, -0.0072, 29.9236
Si, 2.7667, 2.7189, 29.9223
Si, 8.1825, 2.708, 29.8983
Si, -0.0218, 5.4475, 29.9189
Si, 5.4521, 5.4526, 29.9097
Si, 2.732, 8.1465, 29.9357
Si, 8.2196, 8.1783, 29.9015
Si, 1.359, 1.3826, 31.2778
Si, 6.8195, 1.3747, 31.2889
Si, 4.1074, 4.0949, 31.3032
Si, 9.5392, 4.0883, 31.2822
Si, 1.3508, 6.8173, 31.3054
Si, 6.8219, 6.8498, 31.2688
Si, 4.0809, 9.5647, 31.2909
Si, 9.5431, 9.5509, 31.3156
Si, 2.7282, 0.0256, 0.7045
Si, 8.1995, 0.0274, 0.7046
Si, 0.0016, 2.7591, 0.7125
Si, 5.4804, 2.7598, 0.7358
Si, 2.7389, 5.474, 0.7146
Si, 8.1971, 5.5021, 0.6953
Si, 0.0091, 8.2225, 0.7381
Si, 5.475, 8.2308, 0.7178
Si, 4.0925, 1.397, 2.0882
Si, 9.5972, 1.3712, 2.0781
Si, 1.3443, 4.1606, 2.0917
Si, 6.8275, 4.1736, 2.0822
Si, 4.093, 6.8684, 2.0798
Si, 9.5704, 6.8564, 2.0968
Si, 1.3594, 9.6375, 2.0964
Si, 6.8362, 9.6332, 2.0777
Si, 0.0033, 0.0402, 3.5278
Si, 5.4764, 0.0512, 3.4688
Si, 2.7064, 2.7831, 3.4305
Si, 8.2565, 2.8131, 3.3708
Si, 0.0126, 5.5284, 3.512
Si, 5.4768, 5.5587, 3.4822
Si, 2.7139, 8.2456, 3.4293
Si, 8.234, 8.2959, 3.4266
Si, 1.3679, 1.4776, 4.8828
Si, 6.904, 1.5001, 4.7298
Si, 4.0464, 4.1699, 4.7815
Si, 9.5476, 4.136, 4.8354
Si, 1.3156, 7.0297, 4.8898
Si, 6.8866, 6.9769, 4.8016
Si, 4.077, 9.5932, 4.8033
Si, 9.6426, 9.5436, 4.9079
Si, 2.7449, 0.0516, 6.1614
Si, 8.2881, 0.1292, 6.0789
Si, -0.0003, 2.8419, 6.3143
Si, 5.536, 2.8837, 6.0786
Si, 2.7204, 5.6175, 6.1308
Si, 8.3894, 5.7378, 6.1149
Si, -0.0599, 8.1993, 6.521
Si, 5.4945, 8.3271, 6.2194
Si, 4.4254, 1.2221, 7.3122
Si, 9.8117, 1.1586, 7.6025
Si, 1.0822, 4.608, 7.5082
Si, 6.6812, 4.6058, 7.2035
Si, 4.3131, 6.72, 7.5154
B, 9.7782, 6.6409, 7.5204
Si, 1.2598, 9.9218, 7.6777
Si, 6.7129, 9.9894, 7.4151
O, 9.5835, 1.2373, 23.9883
O, 4.1021, 6.8008, 23.9497
O, 4.007, 1.2415, 24.0441
O, 9.5306, 6.6979, 23.9031
O, -0.13, 5.6364, 7.9589
O, 5.5664, 0.1596, 7.9203
O, 0.0786, 0.1153, 8.1422
O, 5.5137, 5.621, 7.8506
O, 7.5416, 3.9646, 8.4451
O, 8.8676, 7.0415, 8.6231
O, 2.2006, 9.4806, 9.0326
O, 8.8814, 1.6837, 8.9071
O, 7.6417, 9.4576, 8.6742
O, 3.5705, 1.8973, 8.5499
O, 3.5663, 7.2157, 8.9318
O, 1.9982, 4.0876, 8.8234
O, 8.1435, 3.4842, 23.3591
O, 0.4437, 4.9247, 22.9579
O, 1.899, 2.7364, 23.2438
O, 5.837, 4.9069, 23.1275
O, 5.5226, 10.0039, 23.4989
O, 2.4453, 8.6867, 23.0262
O, 0.1927, 10.0657, 23.0888
O, 7.7807, 8.5776, 23.0852
Si, 8.6666, 7.6991, 18.4371
Si, 8.7957, 6.3594, 13.6151
Si, 3.814, 1.515, 14.6732
Si, 2.1426, 5.7357, 17.6131
Si, 2.4178, 3.1388, 19.4942
Si, 9.8256, 9.0123, 12.0264
Si, 1.3326, 9.4155, 22.0842
Si, 9.1903, 0.9432, 13.1617
Si, 1.4211, 5.0506, 13.0052
Si, 1.8087, 8.2532, 12.7884
Si, 6.6524, 9.5587, 22.4333
Si, 4.5349, 4.5855, 15.6708
Si, 8.1849, 3.0158, 9.5642
Si, 0.8526, 8.2384, 19.2591
Si, 6.9568, 1.3497, 21.0883
Si, 8.3083, 8.2392, 9.55
Si, 10.889, 5.2092, 15.5921
Si, 7.5746, 9.4918, 16.2947
Si, 9.9366, 2.0533, 20.2859
Si, 3.2349, 8.523, 9.8854
Si, 6.6953, 3.3529, 17.4004
Si, 1.1711, 0.2017, 19.8022
Si, 3.2117, 2.8037, 12.2613
Si, 7.2218, 5.3958, 19.6847
Si, 5.8267, 8.614, 11.4496
Si, 5.8085, 6.0554, 13.1713
Si, 4.6444, 9.705, 17.6106
Si, 1.0195, 3.5941, 22.1797
Si, 4.9021, 1.4818, 18.7982
Si, 3.1406, 3.1421, 9.4865
Si, 6.4737, 10.7728, 13.7278
Si, 10.358, 0.1118, 15.946
Si, 5.6426, 3.6351, 11.1292
Si, 9.8384, 3.8894, 11.8885
Si, 2.357, 9.9174, 15.5272
Si, 6.0874, 8.1294, 19.7989
Si, 6.9382, 3.972, 22.3814
Si, 9.7564, 2.7766, 17.3486
O, 7.2074, 6.3647, 13.9673
O, 1.8925, 7.0482, 18.6701
O, 10.2871, 4.0394, 16.5123
O, 6.1756, 9.9607, 17.0371
O, 10.1629, 0.6801, 14.4392
O, 8.4525, 6.1184, 18.8613
O, 5.1713, 0.6367, 14.3414
O, 5.7193, 2.0595, 17.5206
O, 8.3517, 1.9395, 20.5396
O, 1.9988, 4.2937, 18.4028
O, 6.939, 2.7679, 10.6271
O, 4.8448, 2.6796, 12.1876
O, 6.0312, 4.3912, 16.3328
O, 4.5235, 3.9484, 9.9463
O, 10.6923, 2.7688, 21.5445
O, 9.731, 6.1766, 14.9601
O, 6.0158, 6.4929, 19.8421
O, 4.0913, 0.1676, 18.2738
O, 9.2848, 10.543, 12.2301
O, 2.8504, 4.3453, 12.7014
O, 1.9121, 10.6981, 21.2111
O, 3.9962, 2.7153, 19.389
O, 0.7471, 10.0489, 15.9585
O, 1.2867, 9.7967, 18.8344
O, 1.7164, 1.6583, 19.2742
O, 8.9483, 10.3805, 16.4727
O, 4.8895, 8.5865, 18.7833
O, 9.6002, 8.7265, 10.4454
O, 6.7469, 4.095, 18.8477
O, 2.8241, 1.7024, 13.3745
O, 5.8351, 8.7783, 21.2617
O, 2.5021, 2.4663, 10.8439
O, 7.6162, 4.8487, 21.1717
O, 5.2658, 7.4511, 12.4894
O, 0.4383, 9.0511, 12.4781
O, 7.5992, 1.0218, 13.5512
O, 7.11, 9.6056, 14.726
O, 8.9922, 5.0177, 12.7058
O, 8.0957, 8.0353, 16.9112
O, 6.219, 2.5745, 21.8951
O, 2.4599, 9.0566, 14.1016
O, 0.423, 4.4806, 11.8478
O, 0.823, 8.3105, 20.9312
O, 9.3588, 3.8238, 10.3486
O, 9.6673, 2.3749, 12.5227
O, 7.6346, 8.5654, 19.3949
O, 2.6, 8.1999, 11.367
O, 4.019, 3.0333, 15.3227
O, 0.8338, 4.496, 14.4253
O, 10.0584, 2.9893, 18.9421
O, 9.1473, 7.7975, 12.9154
O, 10.5168, 0.5303, 20.0694
O, 6.0499, 4.9959, 11.9374
O, 8.1536, 2.7471, 17.0091
O, 3.5297, 5.4485, 16.7001
O, 4.7169, 9.104, 10.3337
O, 1.5432, 6.6707, 13.1482
O, 4.7705, 5.4937, 14.3221
O, 2.0472, 3.8495, 20.9232
O, 10.5455, 1.4102, 16.9233
O, 0.9471, 6.0662, 16.551
O, 7.3427, 10.9531, 21.9346
O, 5.935, 0.9095, 19.9146
O, 6.1608, 9.9665, 12.3372
O, 2.8812, 0.5334, 15.5752
O, 7.1068, 7.9295, 10.6652
O, 10.2537, 8.0117, 18.6857
O, 3.4542, 9.1923, 16.571

Results
free energy: -137021.844 eV
free energy less fixed offsets of B -154.04, O -568.88, Si -635.61 eV per atom: 5.286 eV

Forces (eV/angstrom), in the order of the atoms: element, x, y, z
Si, -0.0094, -0.0354, -0.0449
Si, -0.0006, -0.0184, -0.0449
Si, -0.0074, 0.0059, -0.0324
Si, 0.0018, 0.0253, -0.0516
Si, 0.0278, 0.0081, -0.0726
Si, 0.0131, -0.0279, -0.0373
Si, -0.0099, 0.0106, -0.0803
Si, -0.0008, 0.0344, -0.0472
Si, -0.0072, 0.0128, 0.0008
Si, -0.0193, 0.0014, 0.0306
Si, 0.0068, -0.0066, 0.0179
Si, -0.0104, -0.0025, 0.0144
Si, -0.02, -0.0056, 0.0342
Si, -0.0043, 0.0018, 0.0034
Si, 0.0054, 0.0107, 0.013
Si, -0.0054, 0.0007, 0.0199
Si, 0.0206, 0.0023, -0.012
Si, 0.0421, 0.0172, 0.0002
Si, -0.011, -0.0166, 0.0066
Si, -0.0223, -0.0147, 0.0035
Si, 0.0151, 0.0267, 0.0162
Si, 0.0034, -0.002, 0.031
Si, 0.0157, 0.0064, 0.006
Si, -0.0099, -0.0052, 0.0126
Si, 0.0275, 0.0245, -0.0141
Si, -0.0174, -0.0288, -0.0166
Si, 0.0433, -0.0051, 0.0256
Si, -0.0018, -0.0082, 0.0138
Si, -0.0112, -0.0472, -0.0186
Si, 0.0151, -0.0141, -0.0263
Si, -0.0473, -0.045, 0.0758
Si, 0.0037, -0.0065, 0.0282
Si, 0.015, -0.0188, -0.0258
Si, 0.003, -0.0212, -0.0045
Si, -0.0293, 0.0368, -0.0034
Si, -0.0104, 0.0101, -0.0054
Si, 0.0051, -0.0283, 0.003
Si, -0.0055, 0.0082, -0.0079
Si, -0.0192, 0.0368, -0.0221
Si, -0.0359, 0.0376, 0.0151
Si, 0.0095, -0.0022, 0.001
Si, -0.0009, 0.0112, 0.0044
Si, 0.01, -0.0203, -0.0068
Si, -0.0124, 0.0121, 0.003
Si, -0.0006, 0.0136, 0.0028
Si, -0.0011, -0.0182, 0.0025
Si, -0.0057, 0.0023, 0.0009
Si, 0.0231, 0.0026, -0.004
Si, -0.0076, 0.0025, -0.0044
Si, -0.0178, -0.0091, 0.0053
Si, 0.0338, 0.0017, -0.0023
Si, -0.0182, 0.0042, -0.0179
Si, -0.0003, -0.0164, 0.0102
Si, 0.008, 0.0059, 0.006
Si, -0.011, -0.0036, -0.0027
Si, 0.0009, 0.0198, -0.0106
Si, 0.0111, 0.0011, 0.0048
Si, -0.0322, 0.0182, 0.0002
Si, 0.0205, -0.0264, 0.0028
Si, 0.0288, 0.0059, 0.0077
Si, -0.0106, -0.0144, -0.0054
Si, -0.0087, -0.0168, 0.0106
Si, 0.0123, -0.0124, 0.0072
Si, 0.0144, -0.0098, 0.017
Si, 0.1188, -0.0041, 0.0051
Si, -0.0367, 0.0269, 0.0274
Si, -0.0116, -0.0237, -0.0174
Si, -0.0336, 0.0419, -0.0468
Si, -0.0214, 0.0751, 0.0863
Si, 0.0183, -0.0683, -0.0189
Si, -0.0216, 0.0913, -0.0026
Si, 0.0573, 0.0225, 0.0062
Si, -0.0743, 0.0116, -0.0984
Si, -0.0185, -0.0563, 0.0101
Si, 0.0087, 0.0337, -0.0465
Si, 0.1092, 0.0018, -0.0131
Si, -0.0061, -0.1362, -0.0249
Si, -0.0715, 0.0418, -0.0121
Si, 0.0264, -0.0125, -0.0347
Si, -0.1064, -0.0019, -0.0181
Si, 0.1027, -0.0072, -0.1993
Si, -0.0079, -0.0128, 0.0349
Si, -0.0429, 0.016, 0.0364
Si, -0.0372, -0.093, -0.2104
Si, -0.0244, 0.0388, 0.0662
Si, 0.1343, 0.1138, -0.2017
Si, 0.0623, 0.0136, -0.3488
Si, 0.0408, -0.0137, 0.0289
Si, 0.0215, -0.0341, 0.2474
Si, -0.0263, 0.1035, 0.0783
Si, 0.0205, 0.0114, 0.0964
Si, 0.0621, 0.1515, 0.4098
Si, -0.0721, -0.0254, 0.0047
B, -0.0217, -0.3796, 0.6077
Si, -0.1776, -0.0822, 0.4028
Si, 0.0451, -0.0363, -0.0941
O, 0.013, 0.0041, -0.0104
O, 0.0012, 0.0171, -0.0032
O, 0.0006, 0.0002, -0.0174
O, -0.0039, -0.0014, -0.0046
O, -0.1518, 0.2837, -0.1534
O, -0.0644, 0.0817, 0.0057
O, 0.0762, -0.1136, -0.0917
O, 0.1014, -0.0649, -0.0649
O, -0.0003, -0.0781, 0.0082
O, 0.0854, -0.0173, -0.1062
O, -0.0793, 0.0836, -0.1274
O, 0.0249, -0.0272, -0.0461
O, 0.0426, -0.0411, 0.01
O, 0.0483, -0.0418, -0.0734
O, 0.008, 0.0176, -0.0101
O, -0.0359, 0.027, -0.0722
O, 0.027, -0.0266, 0.0258
O, -0.0355, 0.0421, 0.0387
O, 0.0328, -0.0248, 0.0359
O, -0.0415, 0.0404, 0.0289
O, -0.0263, 0.0216, 0.0219
O, 0.0361, -0.0329, 0.0434
O, -0.0348, 0.0392, 0.0417
O, 0.0351, -0.0445, 0.0251
Si, -0.0024, -0.0002, 0.007
Si, -0.0021, -0.0126, -0.0593
Si, -0.004, 0.0019, -0.0464
Si, 0.0099, -0.001, -0.0085
Si, 0.0131, -0.0035, 0.0041
Si, 0.0007, 0.0011, 0.0019
Si, -0.0003, 0.0034, -0.0312
Si, -0.004, 0.0155, -0.0504
Si, -0.0012, -0.003, -0.0604
Si, -0.0183, -0.0127, -0.0205
Si, -0.015, 0.0139, -0.0039
Si, -0.0008, -0.0133, -0.0327
Si, -0.0519, 0.0463, -0.0316
Si, -0.0023, -0.0104, -0.0002
Si, -0.0045, -0.0008, 0.0185
Si, -0.1061, 0.1259, 0.0847
Si, -0.0011, -0.0014, -0.0339
Si, 0.0004, 0.0093, -0.0213
Si, -0.0027, -0.0028, 0.0082
Si, 0.0808, -0.0674, 0.0481
Si, -0.0042, -0.0032, -0.0132
Si, -0.0041, 0.0021, 0.0137
Si, 0.003, 0.0146, -0.0479
Si, -0.0029, 0.0081, 0.0041
Si, 0.0042, -0.0153, -0.0219
Si, 0.0017, -0.0093, -0.055
Si, -0.0003, 0.0063, -0.0088
Si, -0.0026, -0.0202, -0.0279
Si, -0.0034, 0.001, 0.0015
Si, -0.0177, 0.0316, 0.0235
Si, 0.0095, 0.0119, -0.0334
Si, 0.0018, -0.0055, -0.0204
Si, 0.0031, 0.0037, -0.0477
Si, 0.0082, -0.0056, -0.0317
Si, 0.0015, 0.013, -0.0202
Si, 0.0026, -0.0074, 0.007
Si, 0.0077, -0.0128, -0.0105
Si, -0.0014, -0.0041, -0.0157
O, -0.0015, 0.002, 0.0222
O, -0.0083, 0.0137, -0.004
O, -0.0019, -0.0035, 0.0122
O, -0.0101, 0.0039, 0.0077
O, 0.0011, -0.0006, 0.0212
O, -0.004, -0.007, -0.0085
O, 0.0033, -0.0028, 0.0157
O, -0.0046, -0.0054, 0.0079
O, -0.012, -0.004, -0.0155
O, -0.0038, -0.0164, 0.0023
O, 0.0569, 0.0239, -0.0509
O, 0.009, -0.0003, 0.0235
O, 0.003, -0.0012, 0.0131
O, -0.0208, -0.0128, 0.0035
O, 0.0179, 0.0172, 0.0039
O, 0.0028, 0.0003, 0.0199
O, 0.0001, 0.0009, -0.0152
O, 0.0003, 0.0052, -0.0053
O, 0.0019, -0.0195, 0.0203
O, 0.0004, -0.0064, 0.031
O, 0.0004, -0.0165, 0.0045
O, -0.0067, 0.0033, -0.0127
O, -0.0039, -0.0003, 0.0121
O, -0.0009, 0.0021, -0.0005
O, -0.0045, -0.0022, -0.0118
O, 0.0001, 0.0001, 0.0053
O, 0.0073, -0.0092, 0.0037
O, 0.0009, -0.0174, -0.0343
O, 0.0032, 0.0096, 0.0037
O, 0.0094, 0.0027, 0.0251
O, 0.0107, 0.0175, 0.0152
O, 0.016, 0.0083, -0.03
O, -0.0059, -0.0191, 0.0156
O, -0.0004, 0.0112, 0.0158
O, -0.0077, 0.0039, 0.0166
O, -0.0008, -0.0055, 0.0247
O, 0.0007, 0.0021, 0.0099
O, -0.0005, -0.0014, 0.0319
O, 0.0073, -0.01, 0.0129
O, 0.0016, 0.0174, -0.0107
O, 0.0032, -0.0083, 0.0072
O, -0.0055, -0.0021, 0.0347
O, 0.0066, 0.0153, 0.0167
O, -0.0339, -0.0028, -0.0207
O, 0.003, 0.0019, 0.0251
O, -0.0114, 0, -0.0098
O, 0.0217, 0.0115, -0.0559
O, 0.0005, 0.0077, 0.0195
O, 0.0017, 0.003, 0.0268
O, 0.0023, -0.0057, 0.0112
O, 0.007, 0.0165, 0.0144
O, -0.0026, 0.0047, -0.0152
O, 0.0039, -0.0048, 0.0203
O, 0.0028, -0.001, 0.0049
O, -0.0071, 0.0037, 0.0081
O, -0.0429, 0.0068, 0.0016
O, 0.0078, 0.0108, 0.0272
O, -0.0038, 0.0032, 0.0255
O, -0.018, 0.006, 0.0143
O, -0.0009, 0.0081, 0.0068
O, 0.0029, 0.0004, 0.0106
O, -0.0004, -0.0193, -0.0119
O, 0.0213, 0.0009, 0.0035
O, -0.0052, -0.0105, 0.017
O, 0.003, 0.0008, 0.0096
O, 0.0066, 0.0054, 0.0263
O, 0.0111, 0.0023, -0.0079
O, 0.0069, -0.0041, 0.013

The program warned: the cutoff lies below the one the program advises for these potential files; the exchange-correlation potential is rough where the density is thin.
